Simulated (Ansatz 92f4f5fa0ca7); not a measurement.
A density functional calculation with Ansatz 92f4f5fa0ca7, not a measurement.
Periodic cell of 221 atoms, Si131O86B1H3, from a study of silicon, its oxide and their interface. The atomic structure is a simulated model.
Doubt: the cutoff is far below the 930 eV that the study's wrapper takes by default for these files, so forces and energies are approximate.
This geometry differs little from another in the collection (a relaxation step or a small displacement).

Settings
functional: PBE
potential files: Ansatz PAW
basis: plane waves
wave-function cutoff: 580 eV
density cutoff ratio: 5
exchange-correlation grid ratio: 1
k mesh: 1 x 1 x 1, Gamma-centred
self-consistency stop: 5e-08 eV per atom in the density residual
occupations: fixed
spin: none
net charge: 0

Cell vectors (angstrom)
a  10.938  0  0
b  0  10.938  0
c  0  0  32.1424

Atoms: element, x, y, z (angstrom)
Si  10.7585  0.2342  24.6582
Si  5.7585  10.5092  24.6382
Si  2.6143  3.0559  24.5585
Si  8.5468  2.4732  24.6941
Si  0.3093  5.2127  24.7608
Si  5.348  5.6983  24.6265
Si  3.0753  7.8831  24.6877
Si  8.1252  8.4173  24.7553
Si  1.4823  1.3809  25.8756
Si  6.8639  1.3052  25.8812
Si  4.1702  4.1364  25.9632
Si  9.6671  4.0344  26.0515
Si  1.4716  6.7982  26.0372
Si  6.9175  6.8169  25.9998
Si  4.1872  9.462  26.0348
Si  9.6532  9.6166  26.0535
Si  2.7892  -0.0242  27.2855
Si  8.2171  0.0073  27.38
Si  0.1204  2.6819  27.379
Si  5.5169  2.6986  27.2705
Si  2.8083  5.4414  27.4199
Si  8.2598  5.4227  27.349
Si  0.0705  8.1916  27.3539
Si  5.5474  8.1453  27.4293
Si  4.1337  1.3576  28.6756
Si  9.6128  1.362  28.7257
Si  1.4187  4.079  28.7523
Si  6.8604  4.0664  28.6958
Si  4.1506  6.8125  28.7754
Si  9.6071  6.8243  28.711
Si  1.4133  9.5775  28.7098
Si  6.8746  9.5669  28.7533
Si  0.0176  -0.0177  30.0891
Si  5.4757  -0.0038  30.0844
Si  2.7696  2.7073  30.0919
Si  8.2258  2.7213  30.0853
Si  0.0227  5.4509  30.089
Si  5.5047  5.4295  30.1009
Si  2.7551  8.1956  30.0946
Si  8.2323  8.1863  30.0951
Si  1.3673  1.3673  31.4587
Si  6.8362  1.3673  31.4587
Si  4.1018  4.1018  31.4587
Si  9.5708  4.1018  31.4587
Si  1.3673  6.8362  31.4587
Si  6.8362  6.8362  31.4587
Si  4.1018  9.5708  31.4587
Si  9.5708  9.5708  31.4587
Si  2.7345  0  0.6835
Si  8.2035  0  0.6835
Si  0  2.7345  0.6835
Si  5.469  2.7345  0.6835
Si  2.7345  5.469  0.6835
Si  8.2035  5.469  0.6835
Si  0  8.2035  0.6835
Si  5.469  8.2035  0.6835
Si  4.0865  1.3865  2.0444
Si  9.5564  1.3664  2.0629
Si  1.357  4.1065  2.0593
Si  6.7916  4.1307  2.021
Si  4.0894  6.8467  2.0686
Si  9.5461  6.8717  2.0467
Si  1.3376  9.586  2.0444
Si  6.8404  9.565  2.066
Si  -0.0396  -0.0317  3.457
Si  5.4438  0.0109  3.3838
Si  2.7033  2.7222  3.4415
Si  8.112  2.7373  3.3498
Si  -0.0426  5.4946  3.3767
Si  5.4688  5.4879  3.4511
Si  2.6922  8.2289  3.406
Si  8.2088  8.2249  3.4807
Si  1.3125  1.3428  4.8118
Si  6.7952  1.3627  4.759
Si  4.0977  4.092  4.7909
Si  9.396  4.1871  4.6311
Si  1.2976  6.8676  4.7557
Si  6.8316  6.8726  4.8531
Si  4.0342  9.6486  4.7397
Si  9.5544  9.5614  4.9368
Si  2.6086  -0.0489  6.2644
Si  8.1443  0.0619  6.2259
Si  -0.2232  2.778  5.8879
Si  5.3996  2.6671  6.1707
Si  2.7321  5.5281  6.0673
Si  8.1866  5.4835  6.2329
Si  0.0159  8.2085  6.3491
Si  5.4281  8.3245  6.0982
Si  4.2348  1.1448  7.6127
Si  9.2866  1.7303  7.4739
Si  1.0483  4.2717  7.0838
Si  6.9609  3.8604  7.4771
Si  3.8603  7.1471  7.3605
Si  9.8539  6.4453  7.683
B  1.7963  9.0883  7.0155
Si  6.5029  9.8893  7.5133
O  2.6506  8.284  7.7035
O  8.1292  2.8036  8.0359
O  4.211  6.793  24.1192
O  9.6306  1.3513  24.1418
O  5.3681  0.0341  8.0905
O  0.0968  5.3138  7.952
O  1.4024  4.1136  24.1909
O  6.981  9.4805  24.2319
H  7.1021  9.2282  8.7119
O  4.492  6.6595  8.8
O  9.3177  6.7496  9.2284
O  3.6868  1.8629  9.0227
O  1.655  3.0711  8.019
O  6.1094  4.5064  8.7493
O  10.1219  1.144  8.7796
H  0.3691  10.5108  23.4332
H  2.4437  8.5084  23.4852
O  10.6501  5.899  23.4007
O  6.0212  5.0321  23.2647
O  4.9911  10.7616  23.2051
O  7.9864  3.2405  23.3577
O  8.8447  7.858  23.3896
O  3.3235  2.7061  23.1059
Si  6.5927  1.5053  15.4207
Si  4.9636  10.7771  21.5776
Si  7.7387  7.596  16.0276
Si  5.9821  1.5165  12.2274
Si  0.8083  0.0311  17.2814
Si  1.1668  1.5369  14.4974
Si  6.5054  5.266  17.8657
Si  10.6981  1.339  10.2989
Si  7.3117  4.4165  22.4696
Si  3.0922  8.8053  17.1595
Si  4.0549  5.4494  19.8351
Si  5.3099  4.7739  15.1453
Si  0.1282  10.1073  12.4567
Si  1.959  2.0347  19.1656
Si  9.5157  6.6568  22.5291
Si  8.4777  3.237  11.5835
Si  0.2176  7.5658  19.9382
Si  3.1987  5.1695  11.2881
Si  9.3266  9.4371  18.0259
Si  4.9199  1.7129  18.0063
Si  6.9923  3.1156  19.5875
Si  0.324  4.5215  15.4001
Si  2.7361  6.606  14.9707
Si  5.5769  5.7717  9.6391
Si  8.4834  8.1572  12.9939
Si  2.7182  8.1071  12.2657
Si  3.5735  2.6324  21.4957
Si  8.3858  6.2655  10.4947
Si  6.9914  0.1575  19.4804
Si  8.2582  3.9344  14.6828
Si  3.6476  2.9805  13.2749
Si  3.2479  8.3309  20.2342
Si  5.5914  9.7046  15.5686
Si  5.5337  9.5132  12.5127
Si  2.3616  2.7473  9.4304
Si  1.3255  4.9325  18.4586
O  1.4532  9.1671  12.0832
O  8.4271  4.648  10.7574
O  4.2129  9.7595  16.4407
O  4.2498  5.9676  14.7894
O  4.5561  2.3078  12.0937
O  6.4414  10.4962  20.9066
O  7.1316  2.3127  11.3752
O  2.647  7.7685  13.8489
O  5.5011  2.9005  18.9522
O  2.262  1.9809  20.7645
O  4.5934  3.4651  14.5043
O  8.8009  8.4944  16.8297
O  8.8432  7.0239  11.8645
O  1.245  0.9365  16.0045
O  6.3534  1.4952  13.8131
O  4.8108  5.2994  11.0054
O  9.6042  4.7224  15.2697
O  0.4423  0.3866  13.5514
O  0.4912  6.126  19.1966
O  1.6109  8.3079  20.3935
O  3.7859  6.8379  20.6965
O  7.6104  4.2232  18.5354
O  2.6082  4.2274  10.088
O  6.2664  8.2692  15.875
O  6.7691  10.8464  15.814
O  5.0741  9.8368  14.037
O  2.9244  4.31  12.654
O  2.5386  6.6804  11.4198
O  7.4456  6.3264  17.0351
O  2.6248  1.8411  13.8253
O  7.8424  2.5872  15.5914
O  9.7923  2.4319  11.0862
O  5.4611  4.6585  16.7579
O  5.5209  5.7281  19.1129
O  7.0021  8.7605  12.5669
O  3.3066  1.8445  18.2139
O  5.7924  10.9175  11.6982
O  1.6866  9.6075  17.2379
O  0.5047  3.0357  14.7042
O  5.6421  0.3275  18.5371
O  8.6605  3.5157  13.1705
O  2.9251  5.2829  18.6409
O  7.7153  1.6426  19.6189
O  6.8513  6.6807  10.0908
O  10.2233  7.2942  21.2316
O  5.3562  1.8987  16.4391
O  0.7292  4.7233  16.9606
O  1.0124  0.8091  18.7017
O  1.4198  5.6086  14.7511
O  3.9287  4.1313  20.8603
O  8.074  10.0548  18.871
O  9.7538  9.2314  12.98
O  10.3127  8.5768  18.9862
O  10.1612  10.6139  17.2628
O  1.323  1.8521  10.3222
O  4.669  1.4264  21.2242
O  10.6362  -0.1055  11.0528
O  3.6392  8.5017  18.6587
O  2.7497  7.3856  16.4112
O  8.3634  5.5952  22.0952
O  8.3548  7.4669  14.4927
O  6.8575  3.7273  21.0764
O  4.2196  8.7206  11.8746
O  6.8737  4.8682  14.5771
O  3.8998  9.6063  21.0653
O  1.1346  3.4324  19.0508

Results
free energy: -132391.855 eV
free energy less fixed offsets of B -154.04, H -15.97, O -568.88, Si -635.61 eV per atom: -1.315 eV

Forces (eV/angstrom), in the order of the atoms: element, x, y, z
Si  -0.0009  -0.0001  0.0058
Si  -0.0065  -0.0045  -0.0023
Si  0.0048  0.0062  0.0009
Si  -0.0018  -0.0114  -0.0027
Si  0.0051  0.0025  -0.0065
Si  -0.0053  -0.0077  -0.0071
Si  -0.0014  0.0039  -0.0043
Si  0.0074  0.003  -0.0046
Si  -0.0084  0.0046  -0.0031
Si  0.0063  -0.0006  0.0016
Si  -0.0085  0.0071  -0.0043
Si  0.0065  -0.0039  0.0005
Si  -0.0027  -0.0024  0.0044
Si  -0.002  0.0058  -0.0026
Si  0.0051  0.0028  -0.0033
Si  -0.0089  0.0048  -0.0014
Si  0.0005  -0.0091  0.0236
Si  0.0032  -0.0007  -0.0245
Si  -0.0085  -0.0087  -0.0281
Si  0.0083  0.0009  0.0255
Si  -0.0018  -0.0062  -0.0327
Si  0.0059  -0.0018  0.0068
Si  -0.0017  -0.0123  0.0052
Si  -0.0058  0.003  -0.0261
Si  0.0101  -0.0074  -0.0294
Si  0.0126  -0.0057  0.0155
Si  0.0203  -0.0073  0.0317
Si  0.0022  -0.0305  -0.0182
Si  0.0191  -0.012  0.0397
Si  0.0197  -0.0045  -0.0143
Si  0.0216  0.0029  -0.0099
Si  0.013  -0.0021  0.0321
Si  -0.0101  0.0065  -0.0026
Si  0.0087  -0.013  0.0008
Si  -0.0274  0.0223  -0.0024
Si  0.0007  0.0122  0.0004
Si  0.0002  -0.0021  0.001
Si  -0.0272  0.0254  0.0002
Si  -0.0002  0.0075  -0.0038
Si  -0.024  0.0238  -0.0039
Si  0.1086  -0.0809  -0.0685
Si  0.053  -0.0132  -0.0524
Si  0.1171  -0.2104  0.0172
Si  0.0237  0.0136  -0.0105
Si  0.0233  0.0047  -0.0177
Si  0.1392  -0.1313  -0.0357
Si  0.0421  0.044  0.0287
Si  0.1587  -0.0776  0.0015
Si  -0.1265  0.0753  0.0395
Si  -0.0382  -0.0481  0.0602
Si  -0.026  -0.0373  0.1023
Si  -0.2641  0.1612  -0.1661
Si  0.0165  0.0016  0.1069
Si  -0.0478  0.1692  0.0066
Si  -0.1111  0.1078  -0.0894
Si  0.0211  -0.0133  0.1245
Si  -0.0098  -0.012  -0.0151
Si  0.0289  -0.0098  0.0061
Si  -0.0115  -0.0201  -0.0243
Si  0.0157  -0.0247  0.0169
Si  -0.0044  0.0126  0.0069
Si  0.0203  -0.0005  -0.0196
Si  0.0252  -0.0208  0.0147
Si  -0.0117  0.0088  -0.02
Si  -0.0223  -0.0331  0.0568
Si  0.0281  -0.0159  -0.0422
Si  0.0023  0.0055  0.0195
Si  -0.1133  0.0018  -0.0761
Si  0.0114  0.0086  -0.0636
Si  0.0435  -0.0261  0.0132
Si  -0.0426  0.0239  -0.0387
Si  0.0038  0.0116  0.0256
Si  -0.0166  -0.0032  -0.0287
Si  0.0284  0.0318  0.0426
Si  -0.0156  0.0197  0.0142
Si  0.0319  -0.0128  0.0579
Si  -0.0376  0.124  0.1033
Si  -0.0463  0.0082  -0.0026
Si  -0.1045  0.0305  0.093
Si  0.047  0.0275  -0.0416
Si  -0.0192  -0.2962  0.1406
Si  -0.0013  -0.0095  -0.0017
Si  0.034  -0.0049  0.0137
Si  0.042  0.02  0.0215
Si  -0.0584  -0.1295  -0.0251
Si  -0.0765  -0.0383  0.0137
Si  0.2564  0.0095  0.0906
Si  0.0858  0.012  -0.0231
Si  -0.0991  -0.1112  -0.0886
Si  -0.0205  -0.014  0.0103
Si  0.0482  0.0327  -0.0118
Si  -0.0276  0.0064  -0.096
Si  -0.1968  0.1921  0.0441
Si  0.174  0.1917  -0.0213
B  -0.0883  0.1023  -0.2338
Si  0.0108  -0.0214  0.0039
O  0.0905  -0.0542  0.1072
O  -0.0004  0.0033  0.0063
O  0.0021  0.0006  0.0094
O  -0.0027  0.0053  0.0025
O  0.0077  0.035  -0.0006
O  -0.0304  -0.0415  -0.0314
O  -0.0086  0.0055  0.0058
O  -0.0033  -0.0008  0.009
H  -0.0059  0.0027  0.0053
O  -0.0162  0.0125  -0.0936
O  -0.051  -0.0463  0.0358
O  0.0078  0.0363  0.038
O  -0.0113  -0.0002  0.0088
O  0.0119  -0.0123  -0.007
O  0.0054  0.0049  -0.0004
H  0.0015  -0.001  -0.0011
H  0.0019  -0.0019  -0.0011
O  -0.0005  -0.0013  0.0039
O  -0.0003  -0.0008  0.0042
O  0.0011  0.0006  -0.0018
O  -0.0015  0.0026  0.004
O  0.0029  -0.0051  0.001
O  0.0015  -0.0032  -0.0003
Si  -0.0033  -0.0016  0.0028
Si  0.0002  -0.0004  0.001
Si  0.0007  0.0008  -0.0003
Si  -0.0022  0.0029  0.0024
Si  -0.0008  -0.0007  -0.0007
Si  -0.0009  0.0003  0.0011
Si  -0.0013  0.0004  0.0008
Si  -0.003  0.0047  0.0026
Si  0.0008  0.0035  -0.005
Si  -0.0002  -0.0012  0.0006
Si  -0.0003  -0.0003  0.0008
Si  -0.0036  0.0021  -0.0003
Si  0.0002  -0.0026  -0.0034
Si  0.0011  0.0011  -0.0008
Si  -0.0028  0.0034  -0.0016
Si  0.0016  0.0052  -0.0032
Si  0  0.0001  -0.0002
Si  -0.0064  -0.0087  0.0035
Si  0.0003  -0.0002  -0.0011
Si  -0.0005  0.0001  0.0007
Si  -0.0013  -0.0003  -0.0009
Si  0.0016  0.0036  -0.0013
Si  -0.0012  0.0032  -0.0018
Si  0.0394  -0.0016  0.0365
Si  0.0016  -0.003  -0.0022
Si  -0.015  -0.0001  0.013
Si  -0.0012  -0.0002  0.002
Si  0.0174  0.0138  -0.0044
Si  -0.0006  0.0002  0.0005
Si  -0.0013  0.0019  -0.0003
Si  -0.0011  0.0016  0.0007
Si  -0.0004  0.0012  0
Si  -0.0019  0.0002  0.0004
Si  0.0068  0.0008  0.0036
Si  0.0057  -0.0049  -0.0038
Si  0.001  0.0016  -0.0004
O  0.0008  -0.0014  -0.0022
O  -0.0022  -0.0124  0.0073
O  0.002  0.0012  -0.002
O  -0.0005  -0.0018  -0.0005
O  0.0003  -0.0008  -0.0011
O  0.0023  0.0006  -0.0017
O  -0.0026  -0.0021  -0.0036
O  0.0007  0.002  -0.0103
O  0.0001  -0.0001  -0.001
O  -0.0014  -0.0009  -0.0017
O  -0.0007  0.001  -0.0011
O  -0.0024  -0.0009  -0.002
O  -0.0027  0.0003  0.0007
O  0.0001  0.0024  -0.0033
O  -0.0002  0.001  -0.0031
O  -0.009  0.0044  -0.0034
O  -0.002  -0.0014  -0.0007
O  -0.0016  -0.0006  -0.0012
O  0.001  -0.0022  -0.0001
O  0.0004  -0.0001  0.0001
O  -0.0005  -0.0013  0.0002
O  -0.0015  0.0007  -0.0006
O  0.0064  0.0052  -0.0018
O  -0.001  0.0014  -0.0004
O  0.0008  -0.0005  -0.0023
O  -0.0022  -0.0015  -0.0033
O  0.0001  0.0042  -0.0049
O  0.0043  0.0005  0.0019
O  -0.0002  0.0012  -0.0015
O  -0.0006  -0.0005  0.0015
O  0.0007  0.0016  -0.0018
O  -0.0053  0.0037  -0.0021
O  -0.0008  -0.0005  -0.0024
O  0.0015  0  -0.0023
O  -0.0078  0.0032  -0.0022
O  0.0002  -0.0002  -0.0004
O  -0.0014  -0.0011  -0.0023
O  -0.0003  0.0007  0.0007
O  -0.0016  -0.0017  -0.0007
O  -0.0011  0.0008  -0.0023
O  0.0009  0  -0.0021
O  -0.0027  -0.0007  -0.0004
O  0.0001  -0.0001  0.0006
O  -0.0196  -0.0055  -0.0057
O  0.0021  0.0008  0.0006
O  0.0006  0.0015  -0.0022
O  -0.0023  -0.0009  -0.0016
O  -0.001  -0.0008  -0.001
O  -0.0019  -0.0014  0.0014
O  -0.0001  0.0008  -0.0002
O  0.0001  -0.0003  -0.0009
O  0.0001  0.0038  -0.0002
O  -0.0017  0.0014  -0.0015
O  0.0003  0.0011  -0.0003
O  -0.0046  -0.0005  -0.0011
O  0.0007  0.0006  -0.0006
O  -0.0089  0.0046  0.0016
O  -0.0006  0.0008  -0.0037
O  -0.0003  -0.0018  0.0005
O  0.0026  -0.0035  0.0011
O  -0.0017  0.0009  -0.0007
O  0.0021  -0.0012  0.0027
O  0.0002  -0.001  -0.0022
O  0.0003  -0.0011  -0.0001
O  -0.0005  -0.0017  -0.0003
O  -0.0005  0.0012  -0.0002

The program warned: the cutoff lies below the one the program advises for these potential files; the forces do not sum to zero within the program's tolerance; the exchange-correlation potential is rough where the density is thin.
